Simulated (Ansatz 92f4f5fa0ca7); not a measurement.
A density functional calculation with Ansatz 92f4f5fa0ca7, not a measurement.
Periodic cell of 416 atoms, Si264O152, from a study of silicon, its oxide and their interface. The atomic structure is a simulated model.
Doubt: the cutoff is far below the 930 eV that the study's wrapper takes by default for these files, so forces and energies are approximate.
This geometry differs little from another in the collection (a relaxation step or a small displacement).

Settings
functional: PBE
potential files: Ansatz PAW
basis: plane waves
wave-function cutoff: 580 eV
density cutoff ratio: 5
exchange-correlation grid ratio: 1
k mesh: 1 x 1 x 1, Gamma-centred
self-consistency stop: 5e-08 eV per atom in the density residual
occupations: fixed
spin: none
net charge: 0

Cell vectors (angstrom)
a 15.4687 0 0
b 0 12.8259 0
c 0 0 36.8649

Atoms: element, x, y, z (angstrom)
Si -0.0066 1.1216 34.2051
Si 3.8791 1.1183 34.2463
Si 7.7391 1.1113 34.2743
Si 11.7279 1.1215 34.2642
Si 1.9032 7.6125 34.1533
Si 5.7851 7.5923 34.1738
Si 9.6899 7.5886 34.1523
Si 13.564 7.5888 34.0894
Si 1.9336 5.247 34.598
Si 5.8008 5.247 34.598
Si 9.6679 5.247 34.598
Si 13.5351 5.247 34.598
Si 0 11.6599 34.598
Si 3.8672 11.6599 34.598
Si 7.7343 11.6599 34.598
Si 11.6015 11.6599 34.598
Si 0 4.664 35.8347
Si 3.8672 4.664 35.8347
Si 7.7343 4.664 35.8347
Si 11.6015 4.664 35.8347
Si 1.9336 11.0769 35.8347
Si 5.8008 11.0769 35.8347
Si 9.6679 11.0769 35.8347
Si 13.5351 11.0769 35.8347
Si 0 2.332 36.247
Si 3.8672 2.332 36.247
Si 7.7343 2.332 36.247
Si 11.6015 2.332 36.247
Si 1.9336 8.745 36.247
Si 5.8008 8.745 36.247
Si 9.6679 8.745 36.247
Si 13.5351 8.745 36.247
Si 1.9336 1.749 0.6188
Si 5.8008 1.749 0.6188
Si 9.6679 1.749 0.6188
Si 13.5351 1.749 0.6188
Si 0 8.162 0.6188
Si 3.8672 8.162 0.6188
Si 7.7343 8.162 0.6188
Si 11.6015 8.162 0.6188
Si 0 5.83 1.031
Si 3.8672 5.83 1.031
Si 7.7343 5.83 1.031
Si 11.6015 5.83 1.031
Si 1.9336 12.2429 1.031
Si 5.8008 12.2429 1.031
Si 9.6679 12.2429 1.031
Si 13.5351 12.2429 1.031
Si 1.9336 5.247 2.2678
Si 5.8008 5.247 2.2678
Si 9.6679 5.247 2.2678
Si 13.5351 5.247 2.2678
Si 0 11.6599 2.2678
Si 3.8672 11.6599 2.2678
Si 7.7343 11.6599 2.2678
Si 11.6015 11.6599 2.2678
Si 1.9336 2.915 2.68
Si 5.8008 2.915 2.68
Si 9.6679 2.915 2.68
Si 13.5351 2.915 2.68
Si 0 9.328 2.68
Si 3.8672 9.328 2.68
Si 7.7343 9.328 2.68
Si 11.6015 9.328 2.68
Si -5.6721 3.84 26.6441
Si 11.4148 -1.1824 20.6776
Si 3.1525 -0.3591 26.4035
Si 5.7981 -3.9744 29.9261
Si 5.7736 5.508 28.9045
Si -0.0311 9.6645 22.4787
Si 3.5747 7.5166 27.0465
Si 13.5029 9.043 29.8145
Si -1.8775 0.7664 25.3585
Si 2.5875 5.7239 28.508
Si 10.9507 1.9276 17.3197
Si 7.5757 1.2838 21.6133
Si 7.4646 8.5487 19.9877
Si 7.9743 14.3232 30.146
Si 0.1928 9.1388 25.6556
Si 11.4109 14.4867 30.0527
Si 1.9966 0.7851 30.7821
Si 5.8381 0.679 30.7421
Si 9.7458 0.4234 31.2194
Si 17.4381 9.3455 29.8143
Si 1.9631 11.2258 31.276
Si 3.767 8.134 30.8397
Si 9.6407 10.8556 31.2132
Si 9.4864 8.8332 29.7196
Si -1.9675 0.6231 30.6888
Si 0.0746 3.9233 30.9855
Si 8.502 -5.1252 27.6706
Si 12.8713 3.747 25.9869
Si -3.8897 3.8879 31.1114
Si 5.5811 1.1496 25.441
Si 13.735 5.6182 28.2221
Si 13.508 11.0497 31.1822
Si 3.957 2.0969 30.0071
Si 5.8117 -1.7852 31.1289
Si 5.947 -5.2143 27.8628
Si 9.6499 1.3753 28.3668
Si 4.1378 3.8704 28.2749
Si 3.9938 5.9345 30.3155
Si 11.6426 5.6222 29.4915
Si 11.5511 7.7856 30.4917
Si 0.3234 5.7367 29.4513
Si 3.8937 3.9734 31.5165
Si 7.837 3.6757 31.3148
Si 7.8656 5.4164 29.848
Si 9.5668 5.6165 28.2313
Si 7.7034 7.6448 30.7679
Si 15.5544 7.9294 30.4465
Si 15.493 14.4457 29.7758
Si 1.8552 3.898 32.6198
Si 5.8953 3.8394 32.6863
Si 9.7525 3.8573 32.6331
Si 13.5789 3.96 32.4275
Si -0.0032 10.6428 32.5063
Si 3.9022 10.7066 32.5298
Si 7.7019 10.5529 32.5295
Si 11.6006 10.5106 32.5258
Si 1.9447 1.6129 33.0178
Si 5.8248 1.5415 33.0043
Si 9.7458 1.5903 33.2215
Si 13.5762 1.6409 32.8902
Si 0.0342 8.2723 32.8299
Si 3.844 8.4297 33.118
Si 7.7235 8.2262 33.0159
Si 11.6074 8.1702 32.8607
Si 0 2.332 3.9167
Si 3.8672 2.332 3.9167
Si 7.7343 2.332 3.9167
Si 11.6015 2.332 3.9167
Si 1.9336 8.745 3.9167
Si 5.8008 8.745 3.9167
Si 9.6679 8.745 3.9167
Si 13.5351 8.745 3.9167
Si 1.9179 6.4527 4.3299
Si 5.8283 6.4303 4.3055
Si 9.689 6.4478 4.3119
Si 13.5506 6.4374 4.321
Si 0.0156 12.8182 4.3238
Si 3.8796 12.8124 4.345
Si 7.7603 12.8106 4.3576
Si 11.5638 12.8076 4.3499
Si -0.0074 6.0018 5.6413
Si 3.8802 5.9683 5.5351
Si 7.7709 5.8267 5.5268
Si 11.6158 5.9307 5.5616
Si 1.9415 12.2247 5.5705
Si 5.8204 12.1811 5.5565
Si 9.6639 12.1668 5.6625
Si 13.5327 12.2235 5.5004
Si -0.0737 3.6589 5.8997
Si 3.8304 3.6393 5.8471
Si 7.7601 3.5151 5.9093
Si 11.4816 3.6052 5.8687
Si 1.9655 9.9163 6.0971
Si 5.824 9.864 6.062
Si 9.6961 9.8337 6.1037
Si 13.595 9.8979 6.0171
Si 1.8888 3.0085 6.9745
Si 5.7621 2.9512 6.9395
Si 9.647 2.7935 7.1123
Si 15.4928 -3.2942 7.4499
Si -5.7663 6.1566 8.7339
Si 3.9243 7.036 7.6691
Si 7.7316 9.1987 7.3558
Si 11.7007 9.3386 7.3402
Si -1.8807 6.4494 9.1015
Si 11.2875 4.0008 10.6262
Si 4.4515 10.4617 15.2114
Si 11.6961 6.9621 7.7083
Si -0.1232 13.4442 8.7456
Si 1.8723 16.7234 9.1102
Si 12.3402 10.8016 9.1625
Si 13.392 15.9728 7.0528
Si 3.9182 9.4819 7.4432
Si 4.5119 11.4392 12.158
Si 8.7461 7.6706 11.8114
Si 15.483 7.1209 7.8274
Si -1.9583 13.6845 7.3323
Si 4.3286 11.0905 9.3549
Si 9.4684 16.6494 9.1856
Si 13.3516 16.9227 9.2095
Si -4.283 -1.9192 12.0851
Si 10.4855 6.3529 10.9215
Si 7.7284 6.8545 7.6386
Si 9.6574 0.5257 7.7362
Si 1.8733 13.5632 7.5019
Si 3.9191 6.2946 13.188
Si 11.8059 13.0465 8.7825
Si 11.9241 5.8831 14.4398
Si -0.33 4.5147 12.3085
Si 3.7925 2.8028 10.0374
Si 6.0261 7.1021 10.8927
Si 7.6666 -0.2462 14.5445
Si 7.5882 13.3975 8.9577
Si 6.5964 11.5585 10.0813
Si 5.7465 13.5322 7.4709
Si 12.6595 13.4546 11.7781
Si 1.5496 -3.2148 15.4476
Si 7.5445 2.7111 10.0722
Si 1.292 6.6219 16.6062
Si 15.3131 2.8814 9.8859
Si -1.4297 5.6219 16.7481
Si 5.6886 3.7821 9.0893
Si 6.8064 2.1596 13.1701
Si 13.1219 9.7375 14.2143
O 17.3551 0.2489 27.2542
O -14.2358 -7.7203 25.9869
O 10.483 5.5305 17.8051
O 4.5334 13.359 26.5552
O -19.0228 17.1437 13.9535
O 10.3225 -0.0054 20.8964
O 7.6717 21.7324 24.8392
O 2.732 1.8427 23.0471
O 11.4942 10.4286 10.5608
O 14.0125 13.3276 21.1123
O 5.2685 29.0909 18.8356
O 10.223 14.5083 18.7531
O 2.8698 15.0832 18.6404
O 19.8827 20.4537 17.2346
O 7.4494 6.6773 11.6224
O -5.21 8.2741 24.9425
O 15.7467 9.507 24.0781
O 1.7536 4.1885 21.9962
O -0.1117 4.2032 13.8719
O 7.0868 -0.0996 20.8871
O -5.5588 2.294 16.1102
O 16.138 18.4962 11.7551
O 1.1705 28.2233 15.5825
O 12.1861 13.8493 10.2425
O 6.626 -0.8157 18.3254
O -4.072 16.3075 26.6052
O -1.167 9.5027 26.4692
O 0.3539 7.5284 25.8192
O 6.2361 9.7129 22.8168
O 3.5876 5.6003 23.1314
O 2.5625 2.2513 12.8465
O 8.7659 8.7947 10.5719
O -11.9396 11.0196 27.0996
O 8.4605 -6.4044 24.4825
O 11.2334 10.7429 17.1441
O 2.7741 -0.3253 24.7783
O -4.8045 5.4281 23.3486
O 10.5339 10.2979 20.5089
O 18.4433 -2.5766 15.8501
O -3.0385 -1.2883 21.9722
Si 9.9151 6.6284 16.7302
Si -6.7199 7.7952 25.3526
Si 24.6374 17.8981 23.8746
Si 9.3091 14.8247 14.6186
Si 5.2022 -5.2525 15.8065
Si 2.5634 8.2733 21.0794
Si 10.684 -0.4007 26.0764
Si -0.5524 1.744 20.5947
Si 5.9422 25.5028 17.0151
Si 5.8147 17.7599 19.1946
Si 3.7987 26.2132 8.8384
Si -5.5217 9.1267 21.467
Si 11.7743 17.5128 18.3105
Si 19.0482 19.8951 18.5149
Si 15.3958 -1.1441 11.5983
Si 2.1325 18.5162 22.476
Si 1.8232 0.9858 18.7006
Si 1.5077 16.3723 25.6104
Si -7.3 12.9406 24.4675
Si 4.5233 3.8283 26.0246
Si 2.3546 0.6172 12.9209
Si 5.7815 18.9341 8.8203
Si 5.0284 5.7375 23.8235
Si 5.4643 21.1908 22.289
Si -3.185 5.3594 23.4098
Si 7.4903 22.3079 9.754
Si 4.494 14.8536 18.773
Si 16.6587 13.7716 15.7031
Si 13.3494 8.638 27.5038
Si 6.8936 16.9207 22.0002
Si 19.3586 15.9767 12.4038
Si 12.4818 3.5228 20.9244
Si -4.1245 9.3753 25.4356
Si 16.9266 19.3488 25.2141
Si 12.2196 11.9353 17.6708
Si 7.5919 6.7128 17.3783
Si -0.8174 11.6045 15.9337
Si 10.2351 14.3531 20.3724
Si 0.4931 16.8582 15.3634
Si 6.4764 -1.2466 19.8809
Si 18.0908 9.6707 27.486
Si 8.92 9.983 13.791
Si 10.9813 9.4319 16.2116
Si 1.5052 7.0645 11.7085
Si 13.8567 12.2807 22.349
Si -2.7997 21.2046 22.8849
Si 3.8421 12.5905 20.5505
Si 16.913 15.6211 22.7889
Si 3.468 0.4576 23.4914
Si 11.5848 16.0037 12.8156
Si 2.0165 19.1245 8.8324
Si -2.7672 19.2719 11.5568
Si 0.1868 9.5835 12.7844
Si 14.8518 11.1107 9.3005
Si -7.7963 -15.7189 23.5813
Si 0.5233 1.181 27.3861
O -0.2891 13.0989 15.5495
O 16.2166 15.9544 24.2292
O 7.1931 13.0248 16.0455
O 21.1538 2.7611 25.602
O 13.6725 11.2034 14.6873
O 6.7123 26.2021 13.4773
O 25.5355 -0.0463 27.5701
O 7.6827 23.7923 14.2538
O 1.5112 -20.3497 15.6347
O 10.6829 -1.9832 25.6813
O 5.9137 17.3951 23.1786
O 1.2702 -3.6235 21.553
O 3.7663 10.6426 10.9054
O 12.0869 -2.9006 13.0002
O 16.4079 15.4953 26.8382
O 3.0996 8.3031 19.5164
O -3.2675 11.9559 19.2915
O 7.8343 2.7191 14.3506
O 9.6979 13.1257 24.9873
O 15.8845 2.0017 21.8573
O -1.4088 12.6253 11.8547
O 15.1238 24.0777 22.2445
O -1.6576 4.3024 27.2047
O 3.8697 8.6447 22.0111
O 12.8302 -8.5305 22.3028
O -11.9869 -0.4377 22.1297
O 8.5234 34.1378 13.2409
O 11.5055 12.4719 12.3665
O 8.9542 8.172 20.5836
O 19.1104 4.705 12.9029
O 20.7535 28.3967 13.1986
O 11.6824 17.3467 19.9179
O -3.5743 3.2526 17.52
O -2.3248 6.0978 15.4851
O 4.9659 18.1388 25.4138
O 1.5883 20.8654 15.8673
O 13.892 -9.8467 20.2776
O 16.6183 6.3026 23.6298
O 4.4284 10.7194 13.6036
O -0.6309 0.4868 26.406
O 4.8715 11.3657 20.191
O -3.2491 12.9621 25.9809
O 27.2559 13.3799 17.0091
O 22.1908 7.0281 16.028
O 2.2237 6.3885 17.9192
O 5.3456 9.1113 15.3261
O 4.4656 19.4384 14.6971
O 2.5077 19.921 12.9891
O 1.7155 0.4561 17.1664
O 9.176 0.3698 14.4429
O 1.1774 25.5451 12.0137
O 27.6947 19.6901 13.148
O 12.8067 -7.9255 24.866
O 3.7753 25.7064 12.3727
O 17.5618 6.7081 21.2252
O 16.035 21.2278 11.7067
O 7.4761 2.5095 11.7206
O 11.4459 27.939 21.1578
O -0.2703 19.5383 17.0578
O 14.0412 8.868 22.1175
O -3.6189 8.9306 26.9209
O -8.5506 5.3717 18.066
O -3.0834 9.0079 15.4686
O -9.3152 8.6765 10.3958
O 7.2877 -2.6496 20.0158
O -5.8313 23.5489 12.5246
O 25.3309 22.6414 15.0997
O 7.3994 7.9453 18.4758
O -22.1732 14.8588 20.7898
O 13.647 5.118 11.9931
O -2.9927 9.3115 24.2404
O 22.0656 4.9126 20.623
O 5.5943 7.2258 23.4679
O -9.4123 11.6809 11.6654
O 4.528 18.7847 19.2656
O 13.5876 32.6694 27.3446
O 16.8955 9.7753 13.8285
O -2.0367 28.0399 25.2941
O 11.2856 21.2032 22.0135
O 14.4021 8.9126 13.6403
O -1.6358 12.968 23.8511
O 4.6434 13.9835 20.1678
O -7.0788 17.2663 22.5858
O 2.9486 7.1649 25.5027
O 2.117 13.1337 14.5146
O 28.4204 -6.0097 23.2082
O 14.7287 16.9966 16.4275
O 10.4963 19.0688 15.2095
O 5.0069 13.5951 23.9494
O -4.9919 -4.6766 17.0838
O 2.3136 19.8756 10.2989
O -2.334 18.3581 18.0759
O 18.5709 3.3401 25.3282
O 0.3486 23.2978 16.1568
O 17.9366 12.6162 19.6436
O -10.5501 6.8992 12.0586
O -6.3298 2.466 27.2399
O 6.5237 2.5208 21.7518
O 13.7756 11.6437 17.2976
O 1.3723 9.9206 26.4401
O 28.2073 27.6407 12.6893
O 0.3536 1.4262 19.2699
O -6.4578 -3.1049 22.6669
O -8.3683 0.6051 25.6063
O 5.0722 1.1559 17.4992
O 20.5017 11.67 16.1225
O 8.0937 26.6224 23.1097
O -5.2304 2.4801 13.3898
O 15.367 15.9115 11.5513
O 6.2612 -4.9128 20.9184
O 7.7322 -1.4056 24.1646
O 9.2295 4.0069 25.1161

Results
free energy: -254268.665 eV
free energy less fixed offsets of O -568.88, Si -635.61 eV per atom: 2.135 eV

Forces (eV/angstrom), in the order of the atoms: element, x, y, z
Si -0.0005 -0.008 -0.0018
Si -0.003 -0.0128 0.0026
Si -0.0003 -0.0095 0.0064
Si 0.0033 -0.0071 0.006
Si 0.0038 0.0005 0.0012
Si -0.007 0.0059 0.0014
Si -0.0007 0.0041 -0.0023
Si 0.0016 0.0016 -0.0058
Si -0.2652 0.1019 -0.3513
Si 0.1758 -0.105 -0.0719
Si 0.0598 -0.0986 -0.3083
Si 0.2117 -0.1068 -0.902
Si -0.1758 -0.0927 0.3986
Si 0.1064 0.3352 0.7662
Si 0.0528 -0.3524 0.379
Si 0.1135 -0.3492 0.1839
Si 0.0331 0.0405 -0.0136
Si 0.0148 -0.0949 -0.0558
Si -0.0199 0.0841 0.0399
Si -0.0396 -0.0079 -0.0986
Si 0.0124 -0.1364 -0.1336
Si -0.0127 -0.0964 -0.0869
Si -0.0328 -0.0635 -0.0896
Si -0.0111 -0.2281 -0.068
Si -0.0239 -0.0238 -0.0361
Si 0.0455 0.1489 0.15
Si -0.1662 0.0755 0.3713
Si 0.3 0.0282 0.3388
Si -0.215 -0.041 -0.0139
Si 0.0076 -0.0533 0.0752
Si 0.1505 -0.0532 -0.0884
Si 0.0429 -0.064 -0.3669
Si -0.0358 0.0211 -0.0535
Si 0.0222 0.1186 0.0399
Si -0.0401 0.047 -0.0532
Si -0.0681 0.1503 0.0805
Si 0.0668 -0.0491 -0.0392
Si 0.0153 -0.0617 -0.0431
Si -0.0138 -0.0752 -0.0348
Si -0.0128 -0.0933 -0.072
Si -0.0583 0.009 0.0412
Si -0.0036 0.1076 0.0426
Si 0.0464 0.0015 0.0257
Si 0.0299 0.0496 0.0659
Si -0.0039 -0.0281 -0.0248
Si 0.0074 0.0084 0.0313
Si -0.0037 -0.0362 -0.0245
Si -0.0014 0.0329 0.0254
Si -0.0633 -0.0036 0.0958
Si 0.0238 -0.0764 -0.103
Si 0.0515 -0.0515 -0.0003
Si 0.0967 -0.0174 0.0385
Si 0.0418 0.0357 -0.1421
Si 0.0104 0.0751 -0.0003
Si 0.0854 0.02 0.0941
Si -0.1329 0.0449 0.0198
Si 0.0383 -0.09 -0.0393
Si -0.0473 -0.1413 -0.0551
Si 0.0483 -0.1253 -0.1074
Si 0.0786 -0.1612 -0.0596
Si -0.075 0.1017 0.1024
Si -0.0266 0.1125 0.1179
Si -0.0004 0.1965 0.1077
Si 0.027 0.1542 0.1153
Si -0.012 0.0058 0.0111
Si -0.001 -0.0007 -0.0006
Si 0.002 -0.0003 -0.0168
Si 0.0146 0.0099 -0.0043
Si -0.0088 0.0138 0.021
Si -0.0023 -0.0013 -0.0078
Si -0.0061 -0.008 -0.0193
Si 0.0016 0.0048 0.0018
Si -0.0046 -0.0052 -0.0012
Si -0.0182 -0.0442 -0.072
Si -0.0035 -0.0034 0.0001
Si -0.0014 -0.0025 0.0028
Si -0.0023 0.001 -0.0018
Si 0.0063 0.0094 0.0122
Si -0.0014 0.0028 -0.0059
Si 0.0063 0.0078 0.0115
Si -0.0057 0.0011 -0.0051
Si 0.0065 0.0124 -0.0053
Si -0.0059 -0.0091 -0.0047
Si 0.0147 -0.01 -0.0001
Si 0.0013 -0.0015 -0.0037
Si -0.0141 -0.0405 0.0494
Si -0.0016 0 -0.0091
Si 0.0078 -0.0019 0.0018
Si -0.0114 0.0096 -0.0079
Si 0.0027 -0.0059 0.0051
Si 0.0073 -0.0034 -0.0053
Si -0.0068 0.0031 -0.0035
Si -0.0076 -0.0036 -0.0059
Si -0.0117 -0.0025 -0.0059
Si -0.0046 -0.0058 -0.0077
Si 0.0023 -0.0098 -0.0078
Si 0.0007 0.0166 -0.005
Si 0.0014 -0.0106 -0.0079
Si 0.0006 -0.0037 0.0082
Si -0.0003 -0.0095 -0.0044
Si -0.0053 -0.0269 -0.0951
Si 0.0145 0.1157 0.1354
Si 0.0002 -0.0054 -0.0063
Si -0.0066 0.0031 -0.0013
Si 0.0016 0.0014 -0.0013
Si -0.0026 0.0107 -0.0034
Si 0.0017 -0.017 0.0071
Si 0.013 0.0144 0.001
Si 0.0073 0.0033 -0.0039
Si -0.0096 -0.0075 -0.0016
Si -0.0037 0.0008 0.0032
Si -0.0009 0 -0.0005
Si 0.0037 0.0017 -0.0048
Si -0.0061 -0.0002 -0.0072
Si 0.0002 0.0023 -0.0053
Si 0.0019 -0.0013 -0.0031
Si 0.0015 0.0018 -0.0049
Si -0.0015 -0.0042 -0.0089
Si -0.0032 0.0027 -0.0051
Si 0.0009 -0.0044 -0.006
Si 0.0039 0.004 -0.0061
Si -0.0044 0.0056 -0.0037
Si -0.0005 0.0018 -0.0117
Si -0.0022 0.0051 -0.0057
Si -0.0023 -0.0011 -0.0077
Si 0.0026 -0.0093 -0.0319
Si 0.0008 -0.0003 0.0002
Si -0.0002 -0.0012 -0.0026
Si -0.1802 0.3192 -0.0536
Si 0.0153 0.0682 -0.4033
Si 0.1056 -0.2509 -0.3537
Si -0.1771 -0.0553 -0.2926
Si 0.014 0.3736 0.4494
Si 0.0812 0.1346 0.2542
Si -0.0105 0.2437 0.3748
Si 0.1263 0.2287 0.0837
Si 0.0029 0.0056 0.0026
Si -0.0044 0.003 0.0012
Si 0.0032 0.0067 0.001
Si -0.0011 -0.0017 0.0031
Si 0.0003 -0.0041 0.0069
Si 0.0011 -0.0034 0.0056
Si -0.0007 0.0034 0.006
Si -0.0016 -0.0004 0.006
Si -0.004 0.007 0.0014
Si -0.0003 -0.0005 0.0027
Si 0.0007 -0.0032 0.0078
Si 0.0016 0.0007 -0.0046
Si -0.0015 0.0027 0.0041
Si -0.0003 -0.0043 -0.001
Si -0.0012 -0.0078 0.0001
Si 0.0002 -0.0037 -0.012
Si -0.0065 -0.0064 0.0047
Si -0.0027 0.0021 0.0031
Si -0.0035 0.0001 -0.0031
Si -0.0002 0.0006 0.0041
Si 0.0106 -0.0057 -0.0041
Si 0.003 0.0053 0.0069
Si 0.005 0.0029 0.0005
Si -0.0061 -0.0024 0.0091
Si 0.007 -0.0052 0.006
Si 0.0018 0.0056 0.0018
Si 0.0037 -0.0049 -0.0046
Si -0.0071 0.0083 0.0055
Si 0.0037 -0.0167 -0.0245
Si 0.0008 -0.0028 -0.0103
Si 0.002 0.0046 0.0033
Si -0.0008 0.0019 -0.0046
Si -0.0289 -0.0034 0.0183
Si 0.0014 0.0739 0.0073
Si -0.0029 0.0023 0.0026
Si 0.0043 0.0035 0.0071
Si 0.0152 -0.0004 0.0055
Si 0.0054 -0.0098 0.0015
Si 0.0002 -0.0141 -0.0053
Si -0.0016 0.0267 -0.0039
Si -0.005 0.0139 0.0059
Si 0.0036 -0.0021 0.0091
Si -0.017 0.0127 0.0138
Si 0.0215 -0.0006 -0.0156
Si -0.001 -0.0327 0.018
Si -0.0234 -0.0568 -0.0036
Si -0.0158 0.0157 -0.0005
Si -0.0047 -0.0277 0.0039
Si -0.0036 -0.002 0.0113
Si -0.0321 -0.1239 0.0115
Si -0.0014 0.0034 -0.0045
Si -0.0039 -0.0022 0.0055
Si -0.0086 -0.0046 -0.0023
Si 0.0136 0 -0.0047
Si -0.0142 0.0216 -0.0082
Si -0.0043 -0.0152 0.013
Si 0.0118 -0.0132 -0.0014
Si -0.0008 -0.0004 -0.0113
Si 0.007 -0.0188 -0.0073
Si 0.0003 0.0042 0.0006
Si 0.002 -0.001 -0.0125
Si -0.0229 0.0678 0.0444
Si 0.0036 -0.0062 0.0056
Si -0.0132 0.0076 0.0028
Si -0.0027 -0.001 0.0091
Si 0.0086 0.005 0.013
Si -0.0061 0.0014 0.0033
Si -0.0153 0.0068 0.01
Si -0.0026 -0.0005 0.0067
Si -0.0121 -0.0084 -0.0022
Si -0.0003 -0.0027 -0.0018
Si -0.0065 -0.0037 0.0074
O -0.0123 0.0057 0.0053
O -0.0154 0.0081 -0.0013
O -0.0084 -0.0004 0.0019
O -0.0039 -0.0082 0.0065
O 0.009 0.0129 0.0078
O -0.0009 -0.0023 -0.0007
O -0.002 -0.0078 0.0038
O -0.0078 0.0086 -0.0027
O 0.0003 -0.006 -0.0075
O -0.0043 -0.0015 -0.0024
O -0.0023 -0.0001 -0.0019
O -0.0014 0.0017 -0.0032
O -0.0012 0.0009 -0.0003
O -0.0006 -0.0011 -0.0029
O -0.0046 0.0138 -0.0099
O -0.0053 -0.0012 0.0004
O -0.0013 -0.0008 0.0052
O -0.0029 -0.0057 -0.0028
O -0.0061 0.0033 -0.0127
O -0.0015 0 0.0003
O -0.001 0 0.0033
O -0.0134 -0.0079 0.0028
O -0.0009 0.0034 -0.0027
O 0.0041 -0.0079 -0.0089
O 0.0008 -0.0018 -0.0001
O -0.0034 -0.0021 0.0006
O 0.0011 0.0027 -0.0069
O -0.002 -0.0079 0.0014
O -0.0018 -0.0002 -0.0011
O 0.001 -0.0014 -0.0034
O -0.0088 -0.0019 0.0067
O -0.0324 0.0307 -0.0176
O -0.0021 -0.0129 0.0008
O -0.0037 0.0045 0.0011
O -0.003 0.0016 0.0017
O -0.0028 -0.0044 0.004
O -0.0022 -0.0016 -0.002
O 0.0001 0.0024 -0.0037
O 0.0011 -0.001 -0.0013
O -0.0019 0 -0.0013
Si 0.0072 -0.0015 -0.0138
Si 0.0041 0.0009 -0.0014
Si 0.0018 0.0016 0.0021
Si -0.0053 -0.005 -0.001
Si -0.0053 0.0032 0.0017
Si -0.0065 -0.0034 -0.0013
Si -0.0045 0.006 0.0037
Si -0.0007 0.0008 -0.0004
Si -0.0014 0.0013 -0.0008
Si -0.0048 0.0009 -0.0009
Si 0.0262 0.0106 0.0126
Si 0.0012 -0.0012 0.001
Si 0.0039 -0.0005 0.0015
Si -0.0052 0.0014 -0.0017
Si 0.0066 0.0173 0.021
Si -0.0029 0.0023 -0.0059
Si -0.0044 -0.0037 -0.0002
Si 0.021 -0.0011 -0.0168
Si 0.0005 -0.0001 0.0007
Si -0.0154 -0.0243 0.0839
Si 0.014 0.0004 0.0101
Si -0.0005 -0.0035 0
Si -0.0066 0.0041 0.0057
Si -0.0047 0.0012 -0.0017
Si -0.0026 0.0021 -0.005
Si -0.0086 -0.0405 -0.014
Si -0.0019 -0.0039 -0.0042
Si -0.0093 0.0031 0.0076
Si 0.0016 -0.0006 0.0071
Si -0.0029 -0.0061 -0.0042
Si 0.0091 0.0025 -0.0136
Si -0.0029 -0.0011 0.0061
Si 0.0012 -0.0028 -0.0067
Si 0.0048 0.0032 -0.0096
Si -0.004 -0.0004 -0.0019
Si 0.0003 -0.0019 -0.0014
Si 0.003 -0.0034 0.0095
Si -0.0008 -0.001 0.0009
Si 0.0001 -0.0033 0.0139
Si -0.0056 0.0027 -0.0007
Si -0.0083 0.0009 0.0152
Si -0.0038 -0.0065 0.005
Si -0.001 0.0006 -0.0001
Si 0.0109 0.0002 0.0001
Si 0.0007 -0.0022 -0.0017
Si -0.0022 -0.0014 -0.0029
Si -0.0032 -0.0003 -0.0054
Si 0.0038 -0.0002 -0.0084
Si -0.0077 -0.004 0.0027
Si -0.0085 0.0055 -0.0083
Si -0.0039 0.0031 0.0118
Si 0.0749 0.0616 0.0276
Si 0.0045 0.0022 0.0063
Si -0.0101 -0.0101 -0.0384
Si 0.0001 -0.0001 -0.0042
Si -0.0049 0.0082 0.0155
O -0.0033 -0.0006 -0.0062
O -0.0097 0.001 0.003
O 0 0.0004 -0.0029
O 0.0451 -0.0101 -0.0342
O -0.0048 0.0034 -0.0123
O -0.0025 -0.0033 -0.0026
O -0.0031 -0.0004 0.0062
O 0.0001 -0.0057 -0.0052
O -0.003 -0.0051 -0.0056
O -0.0015 -0.0048 -0.0004
O 0.0044 -0.007 -0.0038
O -0.0005 0.0008 -0.0009
O 0.014 0.013 -0.0221
O 0.0003 -0.001 -0.0015
O -0.0097 -0.0088 0.0115
O 0.0015 0.0005 -0.0011
O -0.0017 0.001 0.0043
O -0.0056 -0.0001 -0.0003
O -0.0056 0.002 -0.011
O -0.0022 0.0006 0.0007
O 0.0111 -0.0052 -0.0033
O -0.0024 0.0023 -0.0011
O 0.0067 0.007 0.0118
O 0.0009 -0.0013 0.0008
O -0.0031 -0.0042 -0.0065
O -0.0061 -0.0096 0.0035
O 0.0036 -0.0046 -0.0061
O 0.0044 0.0096 -0.0027
O -0.0022 -0.0047 -0.0029
O -0.0074 -0.0072 0.0039
O -0.0094 0.0048 0.002
O -0.0034 -0.0041 0.0024
O -0.0028 -0.0031 -0.0043
O -0.0056 -0.0014 -0.0045
O 0.0027 0.0115 -0.003
O -0.0026 -0.0026 -0.0033
O -0.0048 -0.0016 -0.001
O -0.0043 0.0014 0.007
O -0.0003 -0.0019 -0.0034
O 0.0047 -0.0024 -0.0018
O -0.0018 -0.0033 -0.0036
O 0.0037 0.0001 -0.0014
O -0.0021 -0.0003 -0.0009
O -0.0006 -0.0006 -0.002
O 0.0044 -0.0029 0.0034
O -0.0017 -0.0053 -0.0008
O -0.0046 -0.0023 -0.0042
O -0.0079 0.0035 0.0015
O 0.0007 -0.0028 0.0002
O -0.0002 -0.0007 -0.0001
O -0.0198 -0.0085 -0.0057
O -0.0004 0.0044 -0.0203
O 0.0011 0.0019 -0.0042
O -0.0098 0.0054 0.0009
O -0.0022 0.0008 -0.0015
O -0.0113 0.0035 -0.0004
O -0.002 -0.0019 -0.0097
O 0.0025 0.0052 -0.0007
O -0.0065 -0.0013 -0.0011
O -0.0018 -0.0012 -0.0026
O -0.0075 -0.0023 0.0034
O -0.001 -0.0008 -0.002
O 0.0006 -0.002 -0.0028
O 0.015 0.0022 0.012
O -0.0006 -0.0019 -0.0015
O -0.0014 0 -0.0091
O -0.0041 0.0016 -0.0031
O -0.0014 -0.0012 0
O -0.0017 0.0009 -0.0034
O -0.0126 -0.0157 -0.0099
O -0.0004 0.0031 -0.0013
O -0.0015 0.0019 -0.0027
O -0.0012 0.003 -0.0009
O 0.0074 -0.0104 -0.0172
O 0.0011 -0.003 0.0005
O -0.0023 0.0024 0.0021
O -0.0061 0.0016 -0.0106
O 0.0002 0.0016 -0.0018
O -0.004 -0.0007 -0.0026
O 0.0004 -0.002 -0.0052
O -0.0011 0.0013 0.0032
O 0.0023 0.0056 0.0024
O 0.0046 0.0008 0.0019
O 0.0054 0.0004 0.0074
O 0.0021 -0.0044 -0.0124
O -0.0012 -0.0055 0.0014
O 0.001 0.0005 -0.0097
O -0.0057 0.0023 0.0053
O 0.0122 -0.0017 -0.0074
O -0.0056 -0.0015 -0.0004
O -0.0035 -0.0053 -0.013
O -0.0007 -0.0005 -0.0029
O -0.0435 -0.0073 -0.0385
O -0.0018 -0.0013 -0.0027
O -0.0032 -0.0013 -0.0024
O -0.0061 0.0015 0.0096
O 0.0023 0.008 -0.0036
O -0.0007 0.0024 0.0007
O -0.0018 -0.0008 0.0007
O -0.0001 0.0007 -0.0089
O 0.001 -0.011 -0.0006
O -0.0012 -0.0007 -0.0025
O -0.0029 0.0008 0
O 0.0104 -0.0066 0.0032
O -0.003 0.0017 -0.0005
O -0.0057 -0.0033 -0.0032
O -0.0002 0.0038 -0.0052
O 0.0034 -0.0015 -0.0019
O -0.0013 -0.0003 0.0024
O -0.0024 -0.0025 -0.0001
O -0.0044 -0.0031 0.0018
O -0.0007 -0.0021 -0.0122

The program warned: the cutoff lies below the one the program advises for these potential files; the forces do not sum to zero within the program's tolerance; the exchange-correlation potential is rough where the density is thin.
